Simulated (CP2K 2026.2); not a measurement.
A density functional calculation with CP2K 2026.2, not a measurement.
Periodic cell of 504 atoms, Si360O144, from a study of silicon, its oxide and their interface. The atomic structure is a simulated model.
Doubt: the forces sum to 2.54 eV/angstrom along one axis rather than to zero, so they err by at least 0.0050 eV/angstrom per atom on average; the grid cutoff is modest.

Settings
functional: PBE
method: Gaussian and plane waves
basis set: DZVP-MOLOPT-SR-GTH
pseudopotentials: GTH-PBE
grid cutoff: 300 Ry, relative cutoff 40 Ry
k points: Gamma only
occupations: fixed
spin: none
net charge: 0

Cell vectors (angstrom)
a	16.32	0	0
b	0	16.32	0
c	2.771	6.9876	33.9524

Atoms and the computed forces on them: element, x, y, z (angstrom), force x, y, z (eV/angstrom)
Si	1.026	-1.085	0.026	0.126	-0.064	0.752
Si	3.774	1.651	-0.009	0.163	-0.23	0.786
Si	1.607	3.927	0.121	-0.26	0.082	0.752
Si	4.259	6.484	0.049	0.005	0.216	0.677
Si	1.007	-6.473	0.088	0.204	-0.061	0.771
Si	4.445	-4.456	0.015	-0.19	0.195	0.772
Si	7.04	-1.553	0.272	-0.059	0.026	0.696
Si	9.816	1.128	0.225	-0.101	0.031	0.765
Si	6.519	4.303	0.076	0.113	-0.154	0.763
Si	9.658	6.404	0.034	0.004	0.246	0.711
Si	6.72	9.696	0.147	0.079	-0.204	0.725
Si	-7.159	-3.823	0.143	0.234	-0.051	0.729
Si	-4.258	-1.003	0.059	0.059	-0.27	0.71
Si	-1.182	1.154	-0.034	-0.121	0.217	0.712
Si	-4.343	4.286	0.013	0.232	-0.109	0.714
Si	-1.463	7.046	-0.041	0.094	-0.294	0.735
Si	-3.771	-7.119	-0.05	-0.244	0.123	0.788
Si	-1.188	-4.217	0.079	-0.219	0.115	0.711
Si	2.668	0.025	1.295	-0.006	0.011	-0.074
Si	5.396	2.696	1.351	-0.007	0.001	-0.073
Si	2.753	5.425	1.476	0.014	-0.021	-0.048
Si	5.445	8.104	1.311	0.017	-0.001	-0.032
Si	2.736	-5.443	1.314	0	0.012	-0.043
Si	5.421	-2.784	1.389	0.005	-0.017	-0.06
Si	8.244	-0.02	1.526	0.005	-0.002	-0.034
Si	-5.382	2.738	1.461	0.008	0.016	-0.035
Si	8.126	5.358	1.433	-0.006	-0.012	-0.035
Si	-5.451	8.097	1.217	-0.001	-0.01	-0.066
Si	8.147	-5.408	1.514	-0.022	-0.013	-0.046
Si	-5.433	-2.681	1.29	0.006	0.013	-0.076
Si	-2.703	0.074	1.41	0.017	0.018	-0.034
Si	-0.022	2.725	1.301	0.015	-0.021	-0.043
Si	-2.698	5.459	1.241	-0.013	0.013	-0.045
Si	-0.016	8.199	1.391	-0.013	0.005	-0.061
Si	-2.748	-5.47	1.31	-0.007	-0.014	-0.072
Si	-0.025	-2.675	1.39	-0.004	-0.012	-0.042
Si	1.332	1.371	2.708	-0.003	0.005	0.036
Si	4.096	4.041	2.801	0.01	-0.001	0.036
Si	1.36	6.83	2.725	-0.006	0.005	0.007
Si	4.06	9.468	2.683	0.002	-0.002	0.012
Si	1.406	-4.035	2.691	-0.008	-0.012	0.021
Si	4.036	-1.36	2.655	-0.002	-0.004	0.01
Si	6.786	1.363	2.723	0.012	0.019	0.018
Si	9.487	4.02	2.786	0.003	-0.009	0.028
Si	6.811	6.803	2.733	-0.01	0.015	0.026
Si	9.58	-6.839	2.674	-0.003	-0.023	0.009
Si	6.765	-4.074	2.84	0.008	0.023	0.042
Si	-6.717	-1.392	2.82	0.018	-0.008	0.039
Si	-4.009	1.419	2.81	0.002	-0.01	0.028
Si	-1.374	4.097	2.648	-0.01	0	0.005
Si	-4.082	6.789	2.654	0.004	0.004	0.029
Si	-1.393	-6.784	2.743	-0.01	-0.001	0.041
Si	-4.106	-4.087	2.645	0.002	0.01	0.019
Si	-1.399	-1.354	2.752	-0.002	-0.001	0.018
Si	-0.012	0.008	4.085	0.006	0.021	-0.017
Si	2.694	2.698	4.109	-0.003	-0.007	-0.009
Si	-0.016	5.444	4.039	-0.006	-0.004	-0.008
Si	2.718	8.16	4.094	0.028	0.01	0.009
Si	0.017	-5.414	4.045	0.013	-0.003	-0.016
Si	2.721	-2.692	4.082	-0.007	-0.006	0.011
Si	5.415	-0.018	4.044	-0.007	-0.003	-0.005
Si	8.13	2.688	4.132	-0.001	-0.007	0.019
Si	5.463	5.436	4.107	0.006	-0.016	-0.003
Si	8.186	-8.154	4.063	-0.012	-0.004	-0.004
Si	5.396	-5.484	4.098	-0.019	0.003	-0.005
Si	8.175	-2.721	4.145	-0.001	-0.002	-0.019
Si	-5.384	0.014	4.132	-0.011	-0.007	-0.012
Si	-2.668	2.78	4.121	0.008	0.001	0.016
Si	-5.44	5.441	4.058	0.02	0	-0.028
Si	-2.75	8.149	4.068	-0.014	0.006	-0.014
Si	-5.426	-5.452	4.048	0.001	0.014	-0.002
Si	-2.753	-2.746	4.062	-0.001	-0.008	0.005
Si	1.361	-1.349	16.303	0.005	-0.004	-0.018
Si	4.072	1.37	16.328	0.011	0.013	-0.014
Si	1.384	4.077	16.305	-0.007	0.002	-0.021
Si	4.096	6.814	16.327	0.003	-0.002	-0.011
Si	1.359	-6.811	16.318	-0.011	0.003	-0.007
Si	4.116	-4.053	16.309	0.01	-0.001	-0.011
Si	6.81	-1.364	16.345	0.001	-0.007	0.002
Si	-6.798	1.357	16.356	-0.005	0.004	0.001
Si	6.797	4.065	16.312	-0.008	-0.008	-0.009
Si	-6.82	6.789	16.304	-0.009	0.004	-0.009
Si	6.819	-6.791	16.333	-0.001	0.008	-0.011
Si	-6.812	-4.083	16.326	0.01	-0.01	-0.007
Si	-4.102	-1.386	16.332	-0.009	-0.004	-0.008
Si	-1.361	1.355	16.324	0.002	-0.007	-0.003
Si	-4.076	4.061	16.345	-0.013	-0.001	0.002
Si	-1.353	6.805	16.3	-0.005	-0.003	-0.011
Si	-4.086	9.509	16.266	0.013	0.002	-0.02
Si	-1.383	-4.075	16.294	0.007	0.006	-0.013
Si	2.721	-0.007	17.682	-0.02	0.008	-0.01
Si	5.427	2.734	17.687	0.003	0.002	0.005
Si	2.714	5.466	17.669	-0.001	-0.008	-0.003
Si	5.481	8.157	17.69	0	0.009	0.015
Si	2.758	-5.435	17.612	0.003	0.008	0.005
Si	5.445	-2.698	17.729	-0.009	0.002	0.004
Si	8.183	-0.028	17.716	0.005	0.006	0.025
Si	-5.435	2.707	17.736	0.009	0.004	-0.01
Si	8.171	5.397	17.669	0.004	0.001	0.003
Si	-5.483	8.198	17.617	-0.002	-0.006	0.011
Si	8.15	-5.413	17.716	0.013	-0.009	0
Si	-5.447	-2.765	17.708	-0.007	0.002	0.008
Si	-2.754	-0.001	17.667	0.003	-0.013	-0.003
Si	0.052	2.693	17.656	0.002	-0.003	0.009
Si	-2.717	5.464	17.659	0.008	0.004	0.019
Si	0.004	-8.184	17.69	0.017	0.004	0.004
Si	-2.715	-5.485	17.628	-0.017	0	-0.008
Si	-0.044	-2.681	17.63	-0.016	-0.011	0.003
Si	1.361	1.307	19.071	-0.026	0.012	0.004
Si	4.062	4.126	19.032	0.011	-0.02	-0.015
Si	1.384	6.811	19.075	0.005	0.008	-0.002
Si	4.122	-6.76	19.004	-0.009	-0.002	-0.033
Si	1.357	-4.059	18.886	0.018	0.003	-0.05
Si	4.072	-1.325	19.084	0.014	-0.004	0.001
Si	6.779	1.342	19.024	0.011	-0.008	-0.041
Si	-6.8	4.077	19.088	-0.005	0.012	-0.01
Si	6.846	6.755	19.034	-0.011	0.003	-0.018
Si	-6.794	9.541	19.051	-0.005	0.013	-0.018
Si	6.805	-4.046	19.103	0.012	-0.001	0
Si	9.546	-1.4	19.105	0.002	0.012	-0.037
Si	-4.089	1.314	19.09	-0.019	-0.006	-0.01
Si	-1.274	4.111	18.95	0.006	0.029	-0.02
Si	-4.151	6.843	18.954	0.014	-0.03	-0.036
Si	-1.378	-6.825	19.018	-0.013	0.002	-0.029
Si	-4.087	-4.199	19.011	-0.014	-0.013	-0.025
Si	-1.413	-1.343	19.029	0.011	-0.009	-0.016
Si	-0.097	0.014	20.451	0.015	0.012	0.048
Si	2.749	2.709	20.376	0.008	0.004	0.067
Si	0.049	5.426	20.427	-0.015	-0.019	0.061
Si	2.781	8.199	20.375	0.006	0.003	0.075
Si	0.076	-5.46	20.24	0.006	0.002	0.057
Si	2.613	-2.688	20.313	-0.006	-0.007	0.052
Si	5.424	0.039	20.467	0.015	0.013	0.059
Si	8.168	2.655	20.392	-0.009	-0.027	0.047
Si	5.443	5.455	20.411	0.003	-0.001	0.05
Si	8.215	8.123	20.378	0.015	0.007	0.047
Si	5.431	-5.396	20.434	0.006	0.005	0.042
Si	8.144	-2.709	20.513	0.016	0.008	0.031
Si	-5.374	-0.095	20.522	-0.016	-0.01	0.061
Si	-2.667	2.768	20.253	-0.006	0	0.054
Si	-5.475	5.53	20.399	-0.009	0.032	0.048
Si	-2.828	-8.132	20.337	-0.027	0.015	0.051
Si	-5.432	-5.482	20.486	-0.008	0	0.053
Si	-2.713	-2.843	20.305	0.003	0.011	0.021
Si	1.013	-1.632	21.694	0.12	0.179	-0.682
Si	4.346	1.692	21.769	-0.128	-0.198	-0.773
Si	1.208	3.804	21.731	0.101	0.259	-0.705
Si	4.387	7.125	21.709	-0.154	-0.203	-0.768
Si	1.637	-6.507	21.626	-0.066	-0.179	-0.74
Si	3.753	-4.221	21.622	0.233	0.028	-0.749
Si	6.969	-1.104	21.812	-0.11	-0.238	-0.736
Si	-7.058	1.028	21.725	0.127	0.131	-0.836
Si	6.613	3.861	21.663	0.181	0.12	-0.744
Si	-6.564	7.079	21.852	-0.111	-0.173	-0.739
Si	6.65	-7.025	21.627	0.069	0.247	-0.739
Si	9.734	-3.895	21.793	-0.21	-0.183	-0.72
Si	-4.219	-1.809	21.744	0.061	0.293	-0.676
Si	-1.18	1.721	21.706	-0.11	-0.268	-0.748
Si	-3.823	4.331	21.502	-0.138	0.007	-0.72
Si	-1.686	6.566	21.517	0.138	0.034	-0.741
Si	-4.291	-7.042	21.872	0.123	0.195	-0.718
Si	-1.073	-3.964	21.561	-0.202	-0.081	-0.753
Si	-0.856	6.87	24.28	0.062	0.049	-0.018
Si	3.242	2.59	-5.231	-0.022	0.02	-0.015
Si	-0.1	5.244	-2.127	0.028	0.028	0.045
Si	7.567	5.371	-5.77	-0.048	-0.002	0.129
Si	3.128	-6.897	-7.356	-0.092	0.108	-0.029
Si	-5.607	2.916	23.694	-0.073	0.068	-0.161
Si	1.288	-4.759	-6.654	0.013	0.099	-0.009
Si	1.203	-0.585	24.616	-0.094	-0.049	-0.177
Si	1.825	5.201	-4.494	-0.038	0.067	0.054
Si	3.546	7.198	-2.848	-0.104	-0.027	0.098
Si	1.407	4.813	24.536	0.008	0.019	-0.12
Si	-4.445	3.203	26.329	0.033	0.011	0.049
Si	-7.124	-1.532	-3.705	-0.022	0.031	0.071
Si	4.875	-1.759	-6.989	0.033	-0.14	-0.039
Si	1.655	-6.741	-2.863	0.073	0.029	0.08
Si	-7.756	8.028	-7.171	0.04	-0.048	0.002
Si	3.436	7.037	24.675	-0.033	0.015	-0.165
Si	-1.405	1.259	24.662	0.053	0.023	-0.129
Si	-6.766	3.257	-4.633	0.066	-0.113	0.021
Si	-2.44	3.07	-2.141	-0.099	-0.098	0.129
Si	5.011	4.425	-7.129	-0.139	0.081	-0.004
Si	-3.047	-2.816	-1.997	0.079	0.073	0.077
Si	-3.271	-2.394	24.512	0.122	-0.124	-0.046
Si	-5.675	-6.222	-6.889	-0.096	0.002	-0.059
Si	-0.522	-5.538	26.165	-0.175	-0.068	-0.148
Si	8.063	2.55	-2.002	-0.022	-0.066	0.098
Si	-7.868	5.122	23.909	0.062	0.06	-0.13
Si	0.54	-2.042	-5.356	0.051	-0.064	-0.03
Si	-0.357	3.574	26.466	-0.001	-0.024	-0.112
Si	5.511	-2.976	23.772	0.046	0.098	0.007
Si	7.77	-5.178	23.766	0.129	0.038	-0.077
Si	3.795	0.978	24.776	0.006	0.09	-0.235
Si	-3.481	-7.436	-5.323	-0.021	-0.02	-0.019
Si	4.072	0.657	-2.988	-0.033	-0.027	0.139
Si	-7.883	-8.129	-2.08	-0.094	-0.052	0.154
Si	-5.743	-4.113	-2.436	-0.122	0.076	0.024
Si	-2.006	-3.408	-4.775	-0.016	-0.028	0.082
Si	1.155	-7.308	24.566	0.006	-0.057	-0.107
Si	2.708	6.501	-7.07	0.026	-0.132	-0.071
Si	-3.875	2.724	-4.877	-0.096	0.133	0.062
Si	7.303	-2.362	-5.776	0.093	0.055	0.049
Si	2.005	-1.574	-2.865	0.054	0.042	0.259
Si	6.311	7.345	-4.112	0.008	-0.004	-0.065
Si	-5.761	0.557	-5.147	-0.008	0.05	0.009
Si	3.414	-4.181	-2.956	0.055	-0.073	0.17
Si	5.972	-6.986	-6.536	0.006	-0.054	0.133
Si	2.304	0.029	-6.785	0.048	-0.013	-0.073
Si	-2.64	-5.304	23.94	-0.022	-0.041	-0.026
Si	-0.595	-2.407	26.227	-0.086	0.078	-0.108
Si	5.381	-4.211	-5.266	-0.135	0.133	-0.021
Si	-5.097	-6.811	-2.855	0.102	0.037	0.058
Si	-2.531	5.675	26.321	0.048	-0.096	0.04
Si	-0.712	-6.068	-4.705	0.05	0.055	0.063
Si	6.688	-0.193	-2.41	0.06	0.018	0.081
Si	1.351	-1.35	5.443	-0.006	-0.003	0.007
Si	4.069	1.336	5.44	0.006	-0.002	0.003
Si	1.339	4.089	5.431	0.001	0	0.007
Si	4.081	6.793	5.444	0.001	-0.001	0.015
Si	1.355	9.537	5.427	-0.009	0.012	0.005
Si	4.062	-4.082	5.436	0.009	0	0.017
Si	6.787	-1.346	5.444	0.005	0.008	0.005
Si	9.522	1.344	5.464	-0.007	-0.002	0.014
Si	6.804	4.081	5.477	-0.006	0	0.007
Si	9.53	6.801	5.431	0	-0.002	0.001
Si	6.805	-6.814	5.432	0.003	0.001	0.016
Si	9.531	12.205	5.449	0.007	-0.009	0.003
Si	-4.058	-1.376	5.466	0.004	0.001	0.014
Si	-1.339	1.378	5.46	0.004	0	0.008
Si	-4.078	4.107	5.446	-0.011	-0.004	0.016
Si	-1.373	6.796	5.417	-0.003	0	0.001
Si	-4.08	-6.799	5.434	-0.002	0	0.014
Si	-1.357	-4.077	5.417	0.003	-0.006	0.008
Si	2.717	-0.008	6.813	-0.002	-0.003	0.002
Si	5.427	2.71	6.803	0.01	0.001	0.003
Si	2.71	5.439	6.794	0.004	0.002	0.006
Si	5.447	-8.169	6.8	0.003	-0.002	-0.003
Si	2.705	-5.431	6.803	-0.001	0	0.002
Si	5.435	-2.726	6.793	-0.001	-0.008	0.002
Si	8.15	-0.002	6.816	0.003	-0.003	0.001
Si	10.883	2.728	6.799	0.002	0	0
Si	8.176	5.444	6.809	-0.001	-0.007	0.004
Si	10.877	8.166	6.798	-0.001	0.01	0.003
Si	8.157	10.864	6.805	-0.005	0.003	0.007
Si	10.883	-2.736	6.805	-0.004	-0.002	-0.003
Si	-2.703	0.002	6.808	0.005	-0.004	0.007
Si	0.01	2.732	6.821	-0.005	-0.006	-0.002
Si	-2.72	5.454	6.808	-0.003	0.001	-0.002
Si	-0.007	8.162	6.776	0.002	0	0
Si	-2.709	-5.443	6.787	0.002	-0.002	0.001
Si	-0.01	-2.717	6.794	0.002	0.006	0.003
Si	1.367	1.363	8.172	0.007	0.008	0.003
Si	4.07	4.077	8.158	-0.005	-0.009	-0.003
Si	1.353	6.807	8.147	-0.002	-0.002	-0.011
Si	4.081	-6.797	8.148	0.003	0.008	-0.009
Si	1.348	-4.075	8.162	-0.001	-0.006	-0.002
Si	4.078	-1.37	8.165	-0.002	0	-0.009
Si	6.795	1.364	8.17	0.002	0.001	-0.002
Si	9.529	4.082	8.168	0.01	0.002	-0.003
Si	6.804	6.795	8.165	0.003	0.004	0.001
Si	9.516	9.512	8.167	-0.005	-0.008	0
Si	6.798	-4.083	8.153	0.007	0.005	-0.001
Si	9.516	-1.372	8.159	-0.013	-0.011	0.007
Si	-4.079	1.36	8.155	-0.01	-0.004	-0.006
Si	-1.365	4.086	8.167	-0.001	-0.004	-0.002
Si	-4.081	6.81	8.164	0.006	0	0.002
Si	-1.358	-6.804	8.152	-0.003	0.004	0
Si	-4.069	-4.088	8.158	0.006	-0.001	-0.004
Si	-1.352	-1.356	8.169	0.007	0.004	0.001
Si	0.006	0.001	9.529	0	-0.005	0.001
Si	2.723	2.722	9.53	0.001	-0.005	0
Si	-0.001	5.448	9.517	0.003	0.001	0
Si	2.719	-8.157	9.507	-0.003	-0.002	-0.008
Si	-0.003	-5.443	9.519	0	0.002	-0.001
Si	2.715	-2.722	9.524	0.001	-0.005	0
Si	5.438	-0.004	9.523	0.001	-0.006	0
Si	8.163	2.722	9.523	0	0.01	0
Si	5.439	5.435	9.517	0.007	-0.005	-0.002
Si	8.159	8.154	9.529	-0.002	0.003	0.001
Si	5.437	-5.44	9.515	0.001	0.003	-0.002
Si	8.155	-2.726	9.518	-0.003	-0.007	0.002
Si	-5.444	-0.001	9.512	0.005	0.005	-0.004
Si	-2.723	2.718	9.52	-0.002	-0.003	-0.004
Si	-5.435	5.442	9.526	-0.003	-0.006	-0.002
Si	-2.717	-8.156	9.521	-0.003	0.005	-0.002
Si	-5.436	-5.444	9.517	-0.004	-0.001	0
Si	-2.719	-2.719	9.52	0.007	0.005	-0.002
Si	1.364	-1.36	10.889	0.002	0.003	0.002
Si	4.084	1.36	10.885	-0.001	0.01	0.002
Si	1.357	4.086	10.878	-0.001	-0.003	-0.001
Si	4.077	-9.517	10.87	-0.001	0.005	-0.004
Si	1.365	-6.8	10.875	0.004	0.005	-0.001
Si	4.08	-4.08	10.88	-0.003	0	-0.001
Si	6.799	-1.364	10.879	0.006	-0.002	0
Si	9.52	1.356	10.881	-0.006	-0.004	-0.001
Si	6.804	4.08	10.882	-0.003	-0.007	0.002
Si	9.52	6.795	10.887	0.002	-0.002	0.004
Si	6.796	9.521	10.877	0.002	0	0.001
Si	9.52	-4.082	10.873	-0.002	0.005	0
Si	-4.084	-1.357	10.875	-0.007	-0.006	0.001
Si	-1.363	1.36	10.881	0.003	0	-0.001
Si	-4.081	4.073	10.883	0.006	0.001	-0.003
Si	-1.359	6.802	10.881	-0.004	-0.002	-0.002
Si	-4.08	-6.803	10.882	0.007	-0.005	-0.001
Si	-1.36	-4.079	10.879	0	-0.003	0.002
Si	2.724	0.003	12.245	0.001	0.002	0.007
Si	5.451	2.716	12.243	0.005	0.004	0.004
Si	2.723	5.442	12.233	-0.001	-0.009	0.001
Si	5.433	-8.157	12.235	0.001	-0.008	0.005
Si	2.723	-5.441	12.24	0	-0.002	0.003
Si	5.44	-2.719	12.242	-0.001	-0.001	0.001
Si	8.158	-0.004	12.24	-0.006	-0.004	0.004
Si	10.88	2.713	12.247	0.002	0.003	0
Si	8.161	5.436	12.249	-0.003	0.006	0.002
Si	10.883	8.153	12.243	-0.003	0.004	0.005
Si	8.162	10.877	12.231	0.003	0	0.002
Si	10.868	-2.711	12.232	0.007	-0.006	0.002
Si	-2.725	0	12.24	0.006	0.003	-0.002
Si	-0.003	2.724	12.236	0	0	-0.002
Si	-2.718	5.433	12.236	-0.002	-0.007	0.001
Si	0.007	8.16	12.237	0.001	0.003	0.003
Si	-2.724	-5.436	12.236	-0.002	0.007	0.001
Si	0	-2.723	12.245	0	-0.002	0
Si	1.359	1.368	13.594	-0.003	0.009	0.005
Si	4.091	4.085	13.589	0.002	-0.008	0.005
Si	1.366	6.795	13.597	-0.001	-0.002	0.011
Si	4.084	-6.794	13.606	-0.003	0.003	0.004
Si	1.366	-4.082	13.603	0.002	0	0.003
Si	4.089	-1.351	13.606	0	-0.005	0.009
Si	6.803	1.351	13.608	0	0.004	0.001
Si	9.521	4.071	13.61	-0.005	-0.005	0.009
Si	6.792	-9.516	13.595	-0.007	0.01	0.004
Si	9.518	9.516	13.593	0.008	-0.003	0.004
Si	6.809	-4.08	13.591	0.005	-0.009	-0.001
Si	9.513	-1.358	13.608	-0.005	0.003	-0.003
Si	-4.083	1.351	13.612	0	-0.004	0.009
Si	-1.363	4.076	13.601	0.004	0.004	-0.004
Si	-4.08	6.782	13.597	0.015	-0.007	-0.003
Si	-1.355	9.526	13.587	-0.005	0	0.005
Si	-4.095	-4.075	13.583	-0.008	0.008	0
Si	-1.365	-1.36	13.598	0.003	-0.008	0.005
Si	-0.003	0.007	14.95	0.001	0.001	-0.004
Si	2.735	2.724	14.943	-0.003	0.002	-0.005
Si	0.004	5.431	14.954	0.003	-0.007	0.003
Si	2.725	8.157	14.958	0.001	0.002	0.006
Si	0.001	-5.441	14.96	-0.003	0.001	0
Si	2.729	-2.713	14.956	0.001	-0.002	-0.003
Si	5.447	0.001	14.984	0	0.005	0.002
Si	8.166	2.703	14.97	-0.004	0	0
Si	5.442	5.442	14.962	0.004	0.001	-0.005
Si	8.153	-8.158	14.951	-0.005	-0.003	-0.004
Si	5.461	-5.434	14.959	0.009	0.003	0.003
Si	8.153	-2.722	14.965	-0.001	-0.005	0.002
Si	-5.449	-0.004	14.979	-0.001	-0.005	0.005
Si	-2.72	2.716	14.966	0.005	0.003	0
Si	-5.435	5.425	14.972	0.006	0.001	0.003
Si	-2.712	8.153	14.93	-0.002	-0.001	-0.008
Si	-5.452	-5.43	14.945	-0.003	0.001	-0.005
Si	-2.742	-2.719	14.944	-0.009	-0.006	-0.003
O	-3.302	-1.604	23.09	0.719	0.528	0.056
O	7.287	-7.336	-7.387	-0.056	0.348	-0.725
O	-6.838	1.77	-5.288	-0.496	-0.178	-0.293
O	2.476	5.835	25.165	0.225	-0.3	0.567
O	1.651	-1.785	-1.308	0.04	-0.5	0.024
O	3.704	1.233	23.193	-0.348	-0.132	-0.095
O	2.715	-5.378	22.13	0.018	-0.018	0.35
O	6.339	-0.68	-0.909	-0.251	0.282	0.008
O	5.532	-8.106	22.12	-0.017	-0.08	0.246
O	6.061	-5.526	-5.884	0.209	-0.027	-0.006
O	-2.611	8.125	-0.473	0.09	0.087	-0.277
O	2.647	-7.873	24.817	0.519	0.599	0.079
O	-4.295	-6.26	-6.068	0.078	0.812	0.112
O	-4.827	2.394	24.994	-0.043	-0.341	0.004
O	-4.285	-6.557	-1.481	0.003	0.361	0.02
O	-3.75	3.585	-1.337	-0.191	0.027	-0.46
O	4.288	1.17	-1.47	0.487	-0.149	-0.063
O	0.961	-7.08	22.983	-0.287	0.094	0.165
O	-0.062	-5.314	-0.374	0.218	-0.151	-0.238
O	7.565	-7.157	-1.135	-0.003	0.185	-0.276
O	3.395	6.974	-1.249	-0.329	0.271	-0.097
O	-1.029	-2.347	-5.512	-0.108	0.468	-0.411
O	2.681	2.807	-0.373	0.117	0.297	-0.172
O	5.128	7.382	-3.039	0.149	0.044	0.367
O	3.777	6.671	23.142	0	-0.391	0.239
O	0.014	5.521	24.11	-0.268	-0.343	-0.359
O	5.588	-5.564	-0.366	0.007	-0.103	-0.322
O	5.491	2.789	22.177	0.085	-0.045	0.413
O	-3.593	-6.414	23.226	-0.076	-0.131	0.434
O	-1.777	-3.489	-1.261	0.308	-0.029	-0.359
O	7.437	-6.531	22.963	0.075	-0.242	0.384
O	0.844	-5.97	25.4	0.459	0.432	0.109
O	2.71	8.048	-6.617	0.043	0.269	0.668
O	-6.712	-4.583	-1.232	-0.193	-0.684	-0.203
O	-4.212	-7.666	-3.895	0.016	-0.805	0.155
O	1.95	4.172	23.149	0.622	-0.107	0.144
O	2.546	0.058	25.212	0.035	-0.101	0.498
O	-7.459	3.263	-3.188	0.138	0.269	0.242
O	2.667	-0.127	-3.11	-0.371	0.338	-0.1
O	0.465	5.469	-3.634	-0.396	0.246	-0.286
O	0.694	-1.773	-3.767	-0.545	0.015	0.05
O	7.697	-3.347	-6.985	-0.568	-0.095	-0.034
O	5.408	5.405	-0.428	0.012	0.181	-0.58
O	3.646	-0.829	-6.535	0.028	0.247	0.513
O	-4.335	-3.745	-1.753	0.07	-0.183	0.488
O	-1.261	-4.672	-4.076	0.33	0.242	0.579
O	3.028	-2.69	-3.401	0.286	0.141	-0.519
O	2.177	-5.216	-2.992	-0.089	0.051	-0.092
O	-2.565	0.506	25.495	-0.26	-0.279	-0.291
O	3.043	5.93	-3.711	0.477	0.021	-0.051
O	-6.456	-7.552	-2.489	0.057	-0.201	0.033
O	-1.854	-2.154	25.244	0.291	0.381	0.17
O	0.26	-6.838	-3.669	-0.348	-0.321	-0.018
O	7.491	0.023	26.399	0.175	-0.143	-0.35
O	1.467	-7.134	-1.313	0.032	-0.571	0.003
O	6.272	-1.241	-6.324	0.232	0.861	-0.103
O	6.57	-4.149	23.511	-0.199	0.019	-0.028
O	-7.56	6.827	-1.267	0.047	-0.507	-0.281
O	6.561	4.692	-6.818	0.253	-0.284	-0.19
O	-6.665	4.069	24.053	0.192	-0.103	0.52
O	-4.294	1.169	-4.918	0.4	-0.441	0.437
O	-0.702	6.577	-1.42	0.2	0.361	-0.485
O	-5.446	-2.797	22.215	-0.032	0.211	0.068
O	4.653	-3.289	-6.423	-0.521	-0.47	-0.31
O	-3.905	-2.019	-7.235	0.23	0.111	0.214
O	3.936	-3.994	-1.447	0.209	0.114	-0.181
O	-2.252	6.583	25.018	-0.352	0.309	-0.41
O	-6.378	-2.838	-3.169	0.026	0.087	-0.122
O	4.195	-3.361	22.931	-0.17	0.317	0.102
O	0.045	7.943	25.069	-0.043	0.22	0.683
O	2.671	-5.613	-6.462	0.254	0.24	0.54
O	5.335	-0.325	-3.294	0.058	-0.279	-0.329
O	-6.086	-0.313	-3.82	0.105	-0.003	0.584
O	-0.064	-2.797	22.107	-0.216	0.022	0.214
O	-3.51	-3.998	24.349	-0.698	0.004	0.197
O	0.038	2.73	22.128	0.027	-0.016	0.143
O	-5.429	0.052	-0.395	-0.064	-0.058	-0.358
O	-7.169	1.908	-1.018	0.301	-0.057	-0.008
O	-1.835	-5.878	25.238	-0.246	-0.172	0.476
O	7.275	4.537	22.978	-0.124	0.19	0.364
O	-7.557	4.337	-5.509	0.287	-0.029	-0.424
O	-1.289	4.177	-2.102	0.149	0.146	0.174
O	-5.491	-5.346	-3.447	0.023	0.166	-0.555
O	2.154	3.62	-4.61	-0.246	-0.428	0.117
O	-8.086	6.732	-6.296	0.191	0.056	0.151
O	1.377	-3.322	-5.931	0.445	0.027	-0.006
O	7.116	1.359	-2.526	0.005	0.349	-0.439
O	4.039	1.882	-4.022	0.213	0.335	0.124
O	-2.799	-2.652	-3.585	-0.297	0.411	-0.311
O	1.117	4.675	-1.237	0.258	0.115	-0.284
O	-7.27	6.462	23.198	-0.09	0.371	0.177
O	7.178	3.669	-1.265	-0.212	-0.013	-0.384
O	-1.876	1.738	-1.399	-0.024	-0.271	-0.3
O	0.101	-5.66	-6.034	-0.166	-0.259	-0.427
O	1.037	-0.719	-6.116	-0.328	0.218	-0.187
O	-3.425	-1.406	-1.297	0.107	0.28	-0.265
O	-5.427	-8.147	22.337	0.001	-0.136	0.566
O	-1.238	2.656	25.47	-0.315	0.275	-0.056
O	-2.791	2.862	-3.696	0.419	-0.043	-0.372
O	-6.387	1.673	23.05	0.197	-0.269	0.626
O	-1.186	7.421	22.808	-0.182	0.488	0.136
O	-3.322	3.087	-6.342	0.227	-0.311	0.009
O	0.012	0.502	24.644	0.13	0.376	-0.171
O	-6.62	-7.436	-6.4	0.138	-0.059	0.356
O	1.554	-1.041	23.106	0.211	0.02	-0.036
O	-7.176	-4.539	23.183	0.266	-0.284	0.328
O	7.801	-5.511	25.329	-0.072	-0.329	0.192
O	-5.787	-0.329	-6.473	-0.256	-0.011	-0.053
O	7.629	7.976	-3.445	0.018	0.46	-0.273
O	1.715	5.755	-6.024	-0.564	-0.095	-0.164
O	4.182	5.817	-7.013	0.269	0.317	0.183
O	-1.906	1.382	23.131	-0.629	0.021	0.041
O	-5.188	3.633	-4.543	0.161	0.374	0.343
O	-2.724	5.41	22.067	-0.028	0.004	0.592
O	8.119	-0.021	22.262	-0.005	-0.122	0.509
O	3.785	2.332	25.691	0.007	0.456	-0.13
O	-6.381	-4.783	-6.668	0.193	0.145	0.394
O	6.213	-1.644	23.164	0.113	0.159	0.519
O	4.764	7.127	25.582	0.474	0.097	-0.256
O	2.744	-7.819	-3.379	0.016	0.04	-0.314
O	4.334	3.362	-6.131	0.02	-0.215	-0.134
O	-5.511	5.339	-0.465	0.104	0.099	-0.234
O	7.909	-1.137	-2.841	0.086	-0.198	0.32
O	-0.081	0.021	-0.488	0.021	-0.067	-0.271
O	6.556	-3.265	-4.658	0.162	0.004	0.613
O	0.743	-1.824	25.535	0.113	-0.173	0.055
O	-1.545	-4.805	22.865	0.141	-0.206	0.241
O	6.668	5.806	-4.489	-0.146	-0.438	0.312
O	-7.655	-1.775	-5.204	0.136	0.045	-0.294
O	8.081	-2.677	-0.319	-0.082	-0.023	-0.362
O	-0.435	-3.973	26.447	0.002	-0.05	0.197
O	-3.569	7.573	-6.258	-0.322	-0.125	0.356
O	-4.498	-1.803	25.347	-0.379	0.165	-0.238
O	1.064	3.757	25.705	0.571	-0.377	0.293
O	7.797	5.355	25.36	-0.401	0.192	-0.043
O	5.172	0.208	25.155	0.21	-0.406	-0.261
O	-3.628	4.551	25.992	-0.004	-0.015	-0.392
O	-1.94	-7.035	-5.09	-0.057	-0.157	0.21
O	-2.904	-3.989	-5.991	-0.367	-0.35	0.106
O	5.049	-2.879	25.316	-0.357	0.158	0.04
O	4.482	-4.705	-4.031	0.063	-0.624	0.066
O	-4.48	3.521	22.733	-0.02	-0.468	0.05
O	2.475	1.492	-6.134	-0.224	0.065	-0.29
O	5.821	-8.118	-5.39	-0.342	-0.029	-0.197

Results
total energy: -101658.468 eV
total energy less fixed offsets of O -438.25, Si -107.07 eV per atom: -5.268 eV
